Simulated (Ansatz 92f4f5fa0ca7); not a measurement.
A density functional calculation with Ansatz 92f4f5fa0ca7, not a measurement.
Periodic cell of 256 atoms, Si144O112, from a study of silicon, its oxide and their interface. The atomic structure is a simulated model.

Settings: functional r2SCAN; potential files Ansatz PAW; basis plane waves; wave-function cutoff 800 eV; density cutoff ratio 5; exchange-correlation grid ratio 1; k mesh 1 x 1 x 1, shifted by 0.5 0.5 0 of a step; self-consistency stop 1e-10 eV per atom in the density residual; occupations fixed; spin none; net charge 0.

Cell vectors (angstrom)
a	10.887	0	0
b	0	10.887	0
c	0	0	36.9709

Atoms and the computed forces on them: element, x, y, z (angstrom), force x, y, z (eV/angstrom)
Si	-0.0346	-0.1864	-0.144	-0.0084	-0.0046	-0.1088
Si	2.8562	2.7804	0.1675	0.0051	0.0048	-0.0918
Si	-0.5025	5.9437	0.0033	0.0096	-0.0136	-0.0866
Si	3.2725	7.6417	-0.0759	-0.0095	0.0186	-0.0935
Si	6.0415	-0.5856	0.0915	-0.0149	0.0111	-0.0924
Si	7.6101	3.2214	-0.0115	0.0114	-0.0103	-0.0942
Si	5.4225	5.4161	0.4132	-0.0035	-0.0022	-0.0432
Si	8.2199	8.1212	0.4565	0.003	0.0014	-0.042
Si	1.3628	1.2715	1.1855	-0.0014	-0.0001	0.0052
Si	4.0685	4.0379	1.6735	-0.0005	0.0002	0.0036
Si	1.3986	6.7919	1.2107	-0.0007	-0.0023	0.0053
Si	4.2503	9.33	1.3075	-0.0005	-0.001	0.0052
Si	6.8407	1.3395	1.2835	-0.0006	0.0003	0.0065
Si	9.3865	4.1864	1.2739	-0.0025	0.0001	0.0077
Si	6.8128	6.7629	1.6866	-0.0011	0.0005	0.0019
Si	9.6716	9.5366	1.5332	-0.0001	0.0011	0.0034
Si	-0.0373	2.7194	2.5536	0.0011	-0.0028	-0.0031
Si	2.7835	-0.0919	2.5695	-0.0018	-0.0008	-0.0023
Si	0.1643	8.1301	2.7544	0.0008	-0.0026	-0.0011
Si	2.6209	5.4627	2.7904	-0.0028	0.0015	0.0008
Si	5.4866	2.5846	2.8075	0.0024	-0.0035	0.0019
Si	8.2425	0.0866	2.7457	-0.0022	-0.0008	-0.0012
Si	5.4412	8.1487	2.9229	-0.0033	0.0017	-0.0003
Si	8.2012	5.3801	2.897	0.0042	-0.0042	0.0011
Si	1.2816	4.0442	4.0568	-0.0005	0.0001	0.001
Si	4.0635	1.2571	4.0658	-0.0012	-0.0016	0.0006
Si	1.4665	9.5177	4.0774	-0.0005	-0.0002	-0.0005
Si	4.0257	6.7836	4.1764	-0.0001	-0.0025	0.0006
Si	6.8196	3.9923	4.1651	-0.0023	0.0007	0.0019
Si	9.5752	1.4223	4.0913	0	-0.0005	-0.0006
Si	6.8504	9.583	4.1181	0.0017	-0.0007	-0.0001
Si	9.6106	6.7982	4.1061	-0.0021	0.0008	-0.0004
Si	0.0536	-0.0019	5.3933	-0.0005	-0.0012	0.0013
Si	2.7014	2.6785	5.3802	0	0.0004	0.0011
Si	-0.0067	5.419	5.4887	-0.0006	-0.0006	0.0015
Si	2.7295	8.1766	5.529	-0.0007	-0.0011	0.0006
Si	5.4422	-0.0102	5.4886	-0.0004	-0.0011	0.002
Si	8.1966	2.7016	5.5252	0.0001	-0.0005	0.0014
Si	5.4306	5.394	5.4561	-0.0006	-0.0004	0.0002
Si	8.2162	8.1725	5.4212	0.0009	-0.0008	0.001
Si	1.373	1.3454	6.7827	-0.0006	-0.0015	0.0002
Si	4.0595	4.035	6.7806	-0.0009	0.0001	0.001
Si	1.3401	6.8046	6.8389	-0.0007	-0.001	0.0003
Si	4.0964	9.5281	6.8652	-0.0007	-0.0013	0.0006
Si	6.7909	1.3576	6.8509	-0.0005	-0.0009	0.0013
Si	9.5151	4.1006	6.8663	-0.001	-0.0009	0.0005
Si	6.8254	6.7958	6.7584	-0.0003	-0.001	0.0022
Si	9.5567	9.5375	6.7725	0.0002	-0.0011	0.0006
Si	0.0085	2.697	8.1362	-0.0002	-0.0002	0.0001
Si	2.7212	0.0284	8.1957	-0.0005	0.0001	0.0017
Si	-0.0232	8.1869	8.1883	-0.0002	-0.001	0.0008
Si	2.7093	5.4084	8.1283	-0.0007	0.0004	0.0008
Si	5.4213	2.7328	8.2023	0.0004	-0.0007	0.0019
Si	8.1773	-0.0236	8.1442	-0.0009	0	0.0006
Si	5.4818	8.1417	8.1359	-0.0005	-0.0005	0.0007
Si	8.1311	5.4649	8.1992	0.0001	-0.0003	0.0017
Si	1.3708	4.0335	9.489	-0.0013	0.0004	0.001
Si	4.0655	1.3875	9.5847	-0.0005	-0.0005	0.0008
Si	1.3176	9.5854	9.5418	0.0002	0.0001	0.0008
Si	4.0917	6.7766	9.4336	-0.0011	-0.0002	0.0008
Si	6.7639	4.1126	9.5777	0.0003	-0.0004	0.0009
Si	9.4987	1.3797	9.4833	-0.0008	0.0003	0.001
Si	6.8144	9.5126	9.5011	-0.001	-0.001	0.0012
Si	9.4939	6.8274	9.5526	-0.0003	-0.0012	0.001
Si	-0.0521	0.107	10.9101	-0.0026	0	0.0009
Si	2.6963	2.7545	10.9653	-0.0016	0.0009	0.0005
Si	-0.0198	5.3656	10.7963	0.001	-0.0027	0.0003
Si	2.7514	8.1664	10.7361	0.0016	-0.0011	-0.0001
Si	5.4796	0.0077	10.8621	-0.0001	-0.0017	0.0007
Si	8.1556	2.7078	10.8809	0.0004	-0.0014	0.0007
Si	5.3504	5.4682	10.9132	-0.0021	0.0023	0.0008
Si	8.1227	8.1903	10.9223	-0.0008	0.0011	0.0016
Si	1.279	1.4665	12.345	0.001	-0.0001	-0.0017
Si	4.0345	4.1215	12.3617	0.0001	-0.0005	-0.0023
Si	1.4281	6.7245	11.9903	-0.0028	0.0012	-0.0019
Si	4.0776	9.5147	12.1205	-0.0006	-0.0003	-0.0008
Si	6.801	1.3734	12.2769	-0.0003	-0.0012	0.0003
Si	9.5403	4.0371	12.2375	-0.001	0.0009	0.0004
Si	6.6964	6.8339	12.2461	-0.0014	-0.0024	-0.0012
Si	9.451	9.6412	12.2277	0.0009	0.0001	-0.0029
Si	-0.0135	2.8406	13.8648	-0.0006	-0.0024	0.0049
Si	2.6934	-0.0236	13.4457	-0.0021	0.0009	0.0038
Si	0.0431	8.1211	13.1514	0.0007	-0.001	-0.0019
Si	2.6353	5.5425	13.6549	0.0007	-0.0007	0.0079
Si	5.419	2.7183	13.6729	-0.0025	0.0024	0.0074
Si	8.1376	0.0674	13.7557	0.0009	-0.0007	0.0058
Si	5.3706	8.2348	13.6181	0.0009	-0.0012	0.005
Si	8.0326	5.3524	13.4544	-0.0031	-0.0005	0.0035
Si	0.9093	4.7527	15.0882	-0.01	-0.0169	-0.115
Si	4.1247	1.1443	14.856	0.0275	-0.0181	-0.0903
Si	1.5191	9.2015	14.5606	0.0193	-0.0062	-0.07
Si	3.7925	7.1202	14.9588	-0.0084	0.0149	-0.0921
Si	7.0397	3.8394	14.9984	0.0151	-0.0211	-0.0891
Si	9.3038	1.6294	15.1635	-0.014	0.0134	-0.0852
Si	6.3836	9.8794	14.9622	-0.0059	0.0104	-0.0805
Si	9.5374	6.7894	14.3935	0.0089	-0.0174	-0.064
Si	20.2276	-13.2525	30.3474	-0.0044	-0.0051	-0.1775
Si	1.6243	8.7251	18.6126	-0.0375	0.019	-0.2094
Si	27.6097	-1.0579	28.3303	-0.0026	0.0353	-0.2398
Si	-11.3315	1.8923	24.0461	0.021	0.0201	-0.2191
Si	21.4646	10.3412	16.8957	-0.0303	0.0363	-0.1736
Si	20.9751	-2.4471	25.9022	-0.0009	-0.0207	-0.2546
Si	24.1728	-10.1093	24.2977	-0.0094	0.0527	-0.2593
Si	35.3005	-1.1988	31.7765	0.0181	0.011	-0.2603
Si	20.4336	-15.1313	28.1905	0.0122	0.0342	-0.2486
Si	24.8121	-15.4738	22.9844	0.0099	-0.04	-0.1923
Si	26.0724	11.7643	35.1523	-0.0128	0.0134	-0.218
Si	36.033	2.5596	17.4826	0.0036	0.0127	-0.2142
Si	2.0843	-1.3325	34.7886	0.0124	0.0248	-0.2367
Si	39.3863	-1.1078	31.16	0.0141	-0.0333	-0.199
Si	31.6592	-10.493	29.4768	-0.0195	-0.0114	-0.2314
Si	23.6124	-10.3717	29.363	-0.0007	-0.0271	-0.238
Si	16.3731	1.947	19.5558	-0.025	0.0225	-0.1892
Si	43.1146	-4.9155	30.7573	-0.0451	0.0353	-0.1905
Si	15.9785	-5.6937	17.0988	0.0055	0.0234	-0.2018
Si	20.3378	-19.9139	35.0528	0.0231	-0.0117	-0.2261
Si	25.0128	-8.959	21.4789	0.0253	0.0309	-0.2307
Si	6.088	-4.9145	22.3833	-0.0041	-0.0185	-0.2152
Si	22.9632	-7.0342	32.1354	-0.001	0.0077	-0.2412
Si	19.7186	-4.4276	18.8528	-0.0018	0.0124	-0.2198
Si	36.3045	-19.0635	30.4826	0.001	0.0028	-0.201
Si	8.3161	-11.0866	26.9929	0.0197	0.0129	-0.2477
Si	12.3488	-18.319	19.6183	0.0401	0.0287	-0.2178
Si	18.4676	-6.4343	27.8363	0.0164	-0.0303	-0.2603
Si	38.0215	-5.8475	29.685	0.0304	0.0161	-0.1685
Si	5.0318	-10.0305	32.3534	0.0233	-0.0341	-0.2346
Si	-4.4775	10.6407	20.9462	-0.0314	-0.0077	-0.1775
Si	11.7355	4.0505	35.15	0.0161	-0.032	-0.2186
Si	39.2237	-6.165	19.6141	-0.0196	0.0258	-0.2223
Si	13.0732	-12.9978	24.8007	0.0192	-0.0452	-0.2471
Si	51.5818	-19.3581	25.4889	0.0532	-0.0005	-0.2823
Si	31.2119	-19.7563	32.0547	-0.0301	0.0063	-0.2578
Si	14.2307	-11.7633	20.5884	-0.0005	-0.0152	-0.182
Si	33.6207	-15.8918	17.9408	0.0196	-0.03	-0.2082
Si	14.2193	-0.3408	26.8508	-0.0155	-0.0028	-0.2933
Si	26.3743	-13.817	30.2879	0.0387	-0.0237	-0.1868
Si	40.6212	4.1869	30.7504	-0.0191	0.0338	-0.2014
Si	21.0567	-7.5171	21.4945	0.026	0.0139	-0.212
Si	-13.9252	8.0267	21.2735	0.0146	-0.0045	-0.212
Si	-2.6845	19.3251	16.7468	-0.0117	0.0386	-0.1789
Si	19.4979	6.8415	23.848	-0.0251	-0.032	-0.2463
Si	0.2296	-5.0692	22.7961	0.0165	0.0016	-0.1729
Si	34.2522	-3.028	21.3033	-0.0158	0.0446	-0.213
Si	29.7849	-20.0368	22.7337	-0.0287	-0.0206	-0.232
O	-6.5025	6.4455	-0.409	0.0093	-0.0093	0.0408
O	10.0009	0.9474	-20.4529	0.0282	-0.0401	0.0896
O	0.7294	9.8132	-1.3167	-0.0454	0.0225	0.1024
O	35.4368	-4.148	-15.5453	0.0147	-0.0183	0.1013
O	21.7588	-18.8418	-16.885	-0.0536	-0.002	0.1168
O	14.0669	-2.4826	-6.0396	-0.0395	0.0331	0.0953
O	0.0114	5.3813	-1.4568	-0.0278	0.0391	0.1048
O	6.4486	4.3537	-0.3748	-0.009	0.0107	0.0435
O	3.0584	-1.7821	-10.8412	0.0415	0.0468	0.143
O	12.7642	-1.5648	-3.7993	-0.0274	-0.0073	0.194
O	7.5267	9.5101	-16.196	0.0026	-0.0024	0.066
O	-0.5307	7.5492	-5.8132	0.0213	-0.0105	0.0747
O	-8.8426	-7.0322	-0.7663	0.0393	-0.0227	0.0942
O	19.0489	2.9705	-5.196	0.0297	-0.0458	0.1027
O	26.5696	1.5569	-3.1943	-0.0258	0.0056	0.1757
O	31.0825	-12.3243	17.3335	0.0064	-0.011	0.0666
O	0.4176	9.8517	15.5532	-0.0356	0.0187	0.0974
O	3.9755	4.0248	17.1617	-0.0123	-0.0269	0.0653
O	4.9639	-2.3445	28.8002	-0.0191	-0.0384	0.1173
O	3.2094	12.6526	16.075	-0.0225	0.0404	0.1342
O	18.3438	3.4565	26.5695	-0.0234	0.0753	0.1676
O	28.03	-16.9189	21.2042	-0.0101	0.0348	0.1492
O	11.4855	8.5197	25.0768	-0.0516	0.0055	0.0968
O	8.7655	-3.0676	15.3751	-0.0243	0.0278	0.0972
O	32.2313	-5.9123	21.5564	0.0064	0.0234	0.0956
O	6.8501	-1.654	16.3894	0.0273	-0.029	0.0893
O	28.1924	3.1841	19.1973	0.0061	-0.0135	0.0665
O	13.6506	11.5216	20.6209	-0.0026	0.0188	0.0704
O	8.645	-2.9376	22.6636	0.0264	-0.0282	0.1402
O	3.1863	0.8392	25.717	0.0361	-0.0355	0.171
O	33.5086	-2.7697	19.9022	0.0134	-0.0276	0.1491
O	17.2927	-0.4145	29.7099	0.0194	0.002	0.155
O	3.0726	9.3098	19.1198	0.0327	0.0256	0.1151
O	13.5344	-2.6254	15.3161	-0.003	-0.0013	0.0524
O	2.3248	-0.7758	23.8949	-0.0028	-0.0183	0.0996
O	13.3122	14.0994	20.9083	0.0219	-0.0289	0.1062
O	0.4505	7.3665	22.3223	-0.0202	-0.0302	0.0919
O	5.5563	5.5564	18.617	0.042	-0.0134	0.1377
O	10.5297	5.7733	15.1761	0.0102	-0.0021	0.0522
O	31.142	-20.8761	30.9069	-0.011	0.0509	0.1465
O	-3.6575	5.9721	23.5788	0.0481	0.0063	0.1038
O	11.7655	-20.5517	24.6119	0.0073	-0.017	0.0758
O	21.0457	-1.1984	29.5959	0.0008	-0.0071	0.0739
O	13.7671	-14.2432	24.0324	-0.0226	0.0778	0.1291
O	6.9079	11.6007	22.1616	0.0515	0.053	0.1144
O	13.8318	1.6673	29.4828	0.0283	0.046	0.0993
O	26.6715	-0.8606	21.0871	0.0132	-0.0013	0.0557
O	21.8245	2.8604	22.8359	-0.0007	-0.0474	0.1311
O	12.2017	-5.9949	16.6774	-0.0052	0.0403	0.1535
O	27.5275	-13.2878	31.2988	0.0082	0.015	0.0723
O	17.3432	-27.9041	30.8494	0.0157	-0.0088	0.0804
O	45.9419	-12.56	21.6089	-0.0149	-0.0161	0.088
O	24.7217	10.9113	34.9405	0.0089	0.0012	0.0815
O	6.1383	-5.8084	28.2514	-0.0423	0.0073	0.1154
O	7.7287	-31.7583	25.9706	-0.001	-0.0658	0.1259
O	40.8831	-12.5786	31.2847	-0.0263	0.0189	0.0734
O	6.3869	-3.5501	21.5324	-0.0098	-0.0151	0.0851
O	9.6457	0.6052	36.0425	0.0252	-0.0401	0.0901
O	30.6065	-14.4188	20.1865	-0.0315	0.0407	0.142
O	10.2613	6.1552	18.1758	-0.0291	0.0055	0.0796
O	12.6141	-16.4484	23.2948	0.0076	-0.0025	0.0645
O	9.9118	5.8482	23.8766	-0.0348	0.0175	0.0951
O	31.4211	-8.2595	25.2612	-0.0518	0.0136	0.1212
O	26.3671	-15.9717	23.0275	-0.0259	0.0054	0.0735
O	30.588	-10.2601	28.294	0.0493	0.02	0.1569
O	39.0701	-21.1421	19.5956	0.0128	-0.0301	0.0915
O	34.3375	29.1231	17.7085	-0.0009	0.028	0.0858
O	23.7525	2.6378	18.3059	-0.0398	0.0147	0.1161
O	17.2622	15.5323	16.2539	-0.0448	0.0331	0.1114
O	37.4733	-11.0375	27.4691	0.046	-0.0204	0.1095
O	20.2043	-9.9552	23.3262	0.0253	0.0033	0.0953
O	8.1474	2.7032	35.4918	-0.0402	0.0302	0.1145
O	22.5939	-0.8674	18.026	0.0561	-0.0425	0.1026
O	19.9326	-5.5877	31.1857	0.0055	-0.0076	0.0727
O	5.2499	-10.7987	15.4161	-0.0049	0.0018	0.0459
O	13.9446	-20.1203	23.0741	-0.0341	-0.0494	0.1797
O	48.4343	-8.8852	31.2316	0.0186	-0.0392	0.105
O	30.4137	-8.0976	21.6119	-0.0173	-0.0299	0.0925
O	34.1337	4.1673	33.6791	-0.0117	0.0117	0.1971
O	16.3784	-21.8715	35.6055	0.0364	-0.0328	0.1133
O	31.078	-20.4032	33.5192	0.0008	-0.0047	0.1945
O	17.3314	0.0561	32.2471	-0.03	0.0497	0.098
O	23.2641	-5.8506	19.2249	0.0032	-0.0398	0.1044
O	18.795	-3.6358	17.7772	0.0169	-0.0534	0.1186
O	4.4435	-4.4155	16.3245	0.0261	-0.0448	0.1035
O	22.1488	-9.7439	29.1019	0.003	0.0037	0.0782
O	14.7849	-0.2661	32.132	0.0071	0.0202	0.0897
O	8.157	-8.1278	15.5777	-0.0032	0.0026	0.0399
O	22.6035	-5.6302	31.4217	0.0413	-0.0535	0.0978
O	15.6693	13.0626	21.0151	-0.0319	-0.0048	0.1055
O	12.615	-11.2423	30.7312	0.0253	-0.0404	0.14
O	7.1883	-1.7107	36.6527	0.0087	-0.011	0.0414
O	46.0861	-7.6519	31.5266	-0.0493	0.0233	0.0988
O	41.4655	-3.1525	25.1723	0.0499	0.0615	0.1489
O	19.463	-5.2419	27.3824	-0.0006	0.0014	0.0957
O	37.0717	1.7254	18.383	0.0514	-0.0205	0.1244
O	21.6699	13.6421	35.1961	-0.0027	0.0081	0.0718
O	24.0183	-11.2048	28.0418	-0.051	0.0366	0.1786
O	28.9169	-23.0342	27.3799	-0.047	-0.015	0.1023
O	32.6133	-29.8348	31.9375	0.01	0.0041	0.0814
O	52.2012	-25.0613	29.1772	-0.0009	0.0359	0.1174
O	7.3736	2.5638	23.9919	0.001	0.0185	0.1636
O	32.1936	-25.128	27.1858	-0.0206	-0.0574	0.1595
O	51.639	-5.8006	19.2451	-0.0069	-0.0168	0.0778
O	-1.6427	-3.7956	36.5977	-0.0088	0.0077	0.042
O	31.3485	-0.9713	26.3214	-0.0359	0.04	0.1018
O	-6.8894	2.0239	36.2324	-0.0258	0.038	0.0948
O	10.5847	27.6171	29.1404	0.0279	-0.0224	0.1397
O	26.3536	-15.3993	30.0897	-0.0124	0.0138	0.0569
O	2.8363	8.2672	35.4282	0.0248	-0.049	0.1163
O	36.9051	-6.9944	29.5887	-0.0238	-0.0319	0.0756
O	29.9555	-18.0301	29.1816	0.0119	-0.0078	0.1596

Results
free energy: -155986.650 eV
free energy less fixed offsets of O -570.45, Si -639.56 eV per atom: 0.390 eV

The program warned: the cutoff lies below the one the program advises for these potential files; the forces do not sum to zero within the program's tolerance; empty levels may hold ghost states of the PAW files; the exchange-correlation potential is rough where the density is thin.
